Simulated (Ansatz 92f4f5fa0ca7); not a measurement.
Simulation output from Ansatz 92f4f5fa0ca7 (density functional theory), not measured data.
Periodic cell of 360 atoms, Si240O120, from a study of silicon, its oxide and their interface. The atomic structure is a simulated model.
Doubt: the cutoff is far below the 930 eV that the study's wrapper takes by default for these files, so forces and energies are approximate.
This geometry differs little from another in the collection (a relaxation step or a small displacement).

Settings: functional PBE; potential files Ansatz PAW; basis plane waves; wave-function cutoff 580 eV; density cutoff ratio 5; exchange-correlation grid ratio 1; k mesh 1 x 1 x 1, Gamma-centred; self-consistency stop 5e-08 eV per atom in the density residual; occupations fixed; spin none; net charge 0.

Cell vectors (angstrom)
a  11.6015  0  0
b  0  13.3963  0
c  0  0  41.5177

Atoms: element, x, y, z (angstrom)
Si  0  2.2327  1.1851
Si  3.8672  2.2327  1.1851
Si  7.7343  2.2327  1.1851
Si  1.9336  5.5818  1.1851
Si  5.8008  5.5818  1.1851
Si  9.6679  5.5818  1.1851
Si  0  8.9308  1.1851
Si  3.8672  8.9308  1.1851
Si  7.7343  8.9308  1.1851
Si  1.9336  12.2799  1.1851
Si  5.8008  12.2799  1.1851
Si  9.6679  12.2799  1.1851
Si  1.9336  1.1164  1.9745
Si  5.8008  1.1164  1.9745
Si  9.6679  1.1164  1.9745
Si  0  4.4654  1.9745
Si  3.8672  4.4654  1.9745
Si  7.7343  4.4654  1.9745
Si  1.9336  7.8145  1.9745
Si  5.8008  7.8145  1.9745
Si  9.6679  7.8145  1.9745
Si  0  11.1635  1.9745
Si  3.8672  11.1635  1.9745
Si  7.7343  11.1635  1.9745
Si  1.9336  1.1164  4.3426
Si  5.8008  1.1164  4.3426
Si  9.6679  1.1164  4.3426
Si  0  4.4654  4.3426
Si  3.8672  4.4654  4.3426
Si  7.7343  4.4654  4.3426
Si  1.9336  7.8145  4.3426
Si  5.8008  7.8145  4.3426
Si  9.6679  7.8145  4.3426
Si  0  11.1635  4.3426
Si  3.8672  11.1635  4.3426
Si  7.7343  11.1635  4.3426
Si  0  0  37.1771
Si  3.8672  0  37.1771
Si  7.7343  0  37.1771
Si  1.9336  3.3491  37.1771
Si  5.8008  3.3491  37.1771
Si  9.6679  3.3491  37.1771
Si  0  6.6981  37.1771
Si  3.8672  6.6981  37.1771
Si  7.7343  6.6981  37.1771
Si  1.9336  10.0472  37.1771
Si  5.8008  10.0472  37.1771
Si  9.6679  10.0472  37.1771
Si  0  0  39.5453
Si  3.8672  0  39.5453
Si  7.7343  0  39.5453
Si  1.9336  3.3491  39.5453
Si  5.8008  3.3491  39.5453
Si  9.6679  3.3491  39.5453
Si  0  6.6981  39.5453
Si  3.8672  6.6981  39.5453
Si  7.7343  6.6981  39.5453
Si  1.9336  10.0472  39.5453
Si  5.8008  10.0472  39.5453
Si  9.6679  10.0472  39.5453
Si  0  2.2327  40.3347
Si  3.8672  2.2327  40.3347
Si  7.7343  2.2327  40.3347
Si  1.9336  5.5818  40.3347
Si  5.8008  5.5818  40.3347
Si  9.6679  5.5818  40.3347
Si  0  8.9308  40.3347
Si  3.8672  8.9308  40.3347
Si  7.7343  8.9308  40.3347
Si  1.9336  12.2799  40.3347
Si  5.8008  12.2799  40.3347
Si  9.6679  12.2799  40.3347
Si  -0.2902  -0.6011  29.4049
Si  3.9918  -0.0809  30.1527
Si  7.5956  -0.2511  30.1457
Si  2.1109  3.2671  29.9551
Si  5.9889  2.7767  29.742
Si  9.8614  2.093  29.5019
Si  0.5689  6.4014  30.0076
Si  4.5526  6.3239  31.1794
Si  10.3416  5.1188  30.7836
Si  2.1279  9.4786  29.9738
Si  5.9026  9.9041  30.0552
Si  9.8009  8.544  29.5727
Si  -0.0855  2.9962  30.8453
Si  3.9905  2.1663  30.8288
Si  7.8815  1.9629  30.8288
Si  2.4227  5.3699  30.933
Si  5.9034  5.8733  29.421
Si  8.9547  6.3449  29.1997
Si  0.1728  8.5239  30.8146
Si  4.1309  8.6447  31.0026
Si  8.0751  9.5321  30.9001
Si  2.064  12.5219  31.0924
Si  5.726  12.0725  30.9861
Si  9.1536  11.6365  31.0015
Si  -0.0148  2.2982  33.1574
Si  3.9172  2.2246  33.2124
Si  7.77  2.2187  33.1732
Si  1.9089  5.4887  33.2585
Si  5.6493  5.6827  33.2214
Si  9.7106  5.5728  33.0774
Si  0.0737  8.853  33.1716
Si  3.9097  8.9765  33.3143
Si  7.8105  8.9441  33.2085
Si  1.9236  12.34  33.394
Si  5.8191  12.2193  33.3259
Si  9.6307  12.2307  33.2467
Si  1.9281  1.2002  34.0169
Si  5.8414  1.0955  33.9975
Si  9.6958  1.107  33.9728
Si  -0.0544  4.465  34.0693
Si  3.8479  4.4366  34.0926
Si  7.6963  4.5102  33.8325
Si  1.9934  7.7587  34.0104
Si  5.8508  7.869  34.0665
Si  9.7204  7.7788  33.963
Si  -0.0099  11.1149  33.9857
Si  3.8544  11.1916  34.1065
Si  7.747  11.1239  34.1224
Si  1.9283  1.1382  36.3871
Si  5.8057  1.1165  36.3761
Si  9.6773  1.1147  36.3624
Si  -0.002  4.468  36.4178
Si  3.8643  4.4523  36.4307
Si  7.7247  4.4776  36.2908
Si  1.9364  7.8057  36.381
Si  5.8172  7.8239  36.4146
Si  9.6713  7.8035  36.3572
Si  -0.0042  11.1515  36.3663
Si  3.8673  11.1614  36.439
Si  7.7314  11.159  36.4492
Si  -0.0067  0.0132  5.1135
Si  3.8771  0.0026  5.1207
Si  7.7277  0.0007  5.1257
Si  1.9335  3.3547  5.1603
Si  5.8115  3.346  5.0746
Si  9.6711  3.3583  5.1221
Si  -0.0084  6.6998  5.1481
Si  3.8657  6.6958  5.1398
Si  7.7274  6.6965  5.1557
Si  1.931  10.0343  5.1152
Si  5.7969  10.0437  5.152
Si  9.6687  10.05  5.1094
Si  -0.0108  0.0525  7.4672
Si  3.8964  0.004  7.478
Si  7.7102  0.0074  7.4889
Si  1.9564  3.3806  7.5474
Si  5.8325  3.3552  7.4025
Si  9.6832  3.3743  7.4854
Si  -0.0492  6.704  7.5289
Si  3.8233  6.678  7.5129
Si  7.6933  6.6993  7.5425
Si  1.9262  10.0037  7.4731
Si  5.7933  10.0417  7.5362
Si  9.6688  10.0732  7.4623
Si  0.0065  2.2833  8.3141
Si  3.9286  2.245  8.2374
Si  7.7628  2.2522  8.2423
Si  1.8814  5.6188  8.356
Si  5.7487  5.5417  8.2916
Si  9.6178  5.5875  8.3439
Si  -0.0331  8.9464  8.2922
Si  3.8514  8.8901  8.3128
Si  7.7601  8.9532  8.2863
Si  1.927  12.2732  8.0973
Si  5.8018  12.2663  8.343
Si  9.6601  12.3151  8.2284
Si  -1.8916  1.0208  11.438
Si  4.4227  2.6437  10.5067
Si  11.4193  2.3348  10.6781
Si  1.848  5.9804  10.7289
Si  5.7105  4.6617  10.4794
Si  11.0668  4.3783  11.7806
Si  -0.2167  9.1064  10.6593
Si  3.5771  8.9458  10.6643
Si  7.8174  9.0077  10.6523
Si  1.9064  12.2751  10.3954
Si  5.7383  12.2321  10.7374
Si  9.5847  12.2876  10.5743
Si  1.8066  1.7507  11.6806
Si  5.9682  1.0894  11.3594
Si  7.8989  2.1541  10.602
Si  -2.1252  5.6808  10.7311
Si  4.6252  5.5351  12.2926
Si  7.7159  4.3019  11.504
Si  1.5895  8.106  11.5765
Si  5.2421  8.353  12.1521
Si  9.5995  7.8744  11.5832
Si  -0.0468  11.3396  11.2914
Si  3.6737  11.145  11.2985
Si  7.7463  11.1754  11.4969
O  4.3605  4.5374  13.5638
O  5.5323  9.5584  13.2433
O  9.7205  1.1779  13.0892
O  9.6042  7.7946  13.2566
O  1.5806  1.4862  13.2883
O  6.1696  1.1503  13.0174
O  1.491  8.0276  13.2467
O  0.209  11.5344  12.9081
O  3.3576  11.0285  12.9609
O  -0.8286  4.4139  13.4026
O  7.3804  4.3579  13.1445
O  8.1116  11.1838  13.1244
O  5.8841  1.9004  28.3494
O  2.2969  9.5189  28.3492
O  7.5208  -0.2043  28.4654
O  12.0734  6.4173  28.3176
O  8.919  5.9676  27.5993
O  -1.3664  13.9472  29.0237
O  10.1928  9.2604  28.1199
O  5.1469  6.4875  28.1041
O  5.75  9.8058  28.3948
O  9.6479  2.8871  28.0604
O  2.1596  3.2021  28.2919
O  4.0009  -0.5345  28.5455
Si  10.9402  10.7524  19.0717
Si  4.6418  10.7579  13.9376
Si  9.5478  9.8915  26.7589
Si  3.6851  9.1295  16.3324
Si  2.5092  1.6312  14.6233
Si  8.3213  5.5038  26.1396
Si  12.366  6.6276  26.7222
Si  2.4716  13.8357  17.332
Si  10.5957  6.6739  19.6965
Si  11.7385  1.3643  25.1982
Si  5.4372  0.3482  14.2256
Si  2.0227  9.4868  26.7527
Si  10.4962  4.0381  14.9698
Si  6.7811  0.8589  27.4625
Si  2.3146  5.7034  22.4754
Si  9.1582  2.5845  26.5168
Si  10.1793  1.0842  14.6493
Si  11.7585  4.0586  20.7335
Si  8.7738  7.7134  14.6775
Si  1.7831  9.7815  20.9654
Si  1.4825  11.0049  16.8971
Si  7.1519  0.1907  19.2077
Si  11.4482  11.6535  14.4749
Si  5.7564  7.6125  18.2864
Si  7.6758  -0.0763  16.1109
Si  11.72  11.9204  26.5491
Si  11.1036  6.6244  16.4992
Si  4.2198  10.8111  25.3469
Si  5.3915  4.7453  16.9431
Si  1.8859  1.9913  19.766
Si  7.1489  11.1277  20.9335
Si  3.9085  7.7396  20.8995
Si  5.5741  6.6103  26.5311
Si  4.136  13.3017  26.9814
Si  2.5136  2.6518  26.7889
Si  4.3568  10.349  22.2366
Si  -0.0092  1.4748  22.0388
Si  9.4218  12.9237  20.8468
Si  10.0678  7.4425  24.8714
Si  8.5281  10.7079  14.628
Si  6.3987  9.6186  26.9045
Si  8.4409  8.7403  19.379
Si  4.6774  15.4505  18.6169
Si  3.2953  4.6469  14.8023
Si  3.1559  5.1322  25.3715
Si  1.8791  7.316  14.6667
Si  0.243  7.859  22.3682
Si  7.5719  4.899  14.677
O  10.503  0.2767  21.7998
O  8.8445  0.8748  15.535
O  1.3101  4.7138  21.6797
O  2.4523  12.2162  17.401
O  5.89  6.0649  17.7671
O  1.805  5.5159  26.1891
O  10.6601  5.1022  20.1414
O  6.7039  12.0693  19.6615
O  2.6242  3.1958  15.0108
O  0.9935  3.3443  19.5199
O  7.7079  0.0599  17.7067
O  4.8174  8.5128  17.3078
O  3.2583  1.2327  26.8097
O  4.2869  6.2865  25.5972
O  0.0087  11.0236  17.6107
O  3.934  0.9136  14.3366
O  4.08  10.8449  23.7462
O  3.5606  12.1608  25.9797
O  -0.354  5.049  16.0233
O  3.0186  10.8084  21.3619
O  9.8689  8.9293  25.4935
O  5.2143  3.4484  17.9378
O  6.6969  5.4813  26.1962
O  7.6403  6.5386  14.6114
O  6.4252  4.4121  15.7238
O  10.9473  2.9171  21.5856
O  9.7526  9.6187  18.8681
O  8.6942  6.5614  24.9398
O  10.8984  2.4658  15.1699
O  5.9404  1.2797  19.3126
O  5.058  7.5667  19.7645
O  10.5362  7.7011  23.3253
O  11.1327  6.7773  18.1391
O  0.7236  7.4584  15.8083
O  8.0671  9.1664  14.9445
O  11.5047  7.4666  20.8087
O  1.0895  10.6813  26.1713
O  8.4208  -1.5054  21.6726
O  3.4998  2.3336  19.7449
O  0.6605  10.3765  19.962
O  3.4322  9.521  25.9537
O  6.2553  0.5471  15.606
O  5.7675  10.6504  25.8178
O  7.8573  11.7457  15.6942
O  1.535  0.978  18.5449
O  8.8532  4.0107  25.7975
O  9.7403  7.317  15.9305
O  2.5528  8.4717  20.308
O  10.1492  10.7238  14.7935
O  11.1474  13.2006  14.8738
O  3.9618  5.0819  16.2269
O  1.3247  8.0951  26.3878
O  3.5078  6.2699  21.5006
O  11.9876  1.5028  23.6042
O  10.2309  15.1889  25.6048
O  12.5109  9.3557  22.3037
O  2.1602  5.7359  14.4007
O  2.9453  4.9467  23.7664
O  11.0582  6.5023  25.7681
O  10.2386  12.0817  19.6987
O  1.3813  1.2896  21.1668
O  5.4836  12.1453  13.9042
O  7.6801  9.6289  20.5281
O  7.2426  8.324  18.3276
O  10.1741  11.3771  26.481
O  3.9846  14.4503  17.5072
O  8.4272  0.6341  20.1458
O  1.1243  2.4004  25.9756
O  2.3803  9.6627  17.1696
O  5.6925  0.1111  26.5228
O  13.0062  6.9306  23.0303
O  6.1902  8.1032  26.3253
O  9.0849  7.2979  19.8426
O  5.793  10.9989  21.8214
O  1.1431  11.1264  15.3051
O  3.2276  8.0063  15.2531
O  7.8315  1.6457  26.5236
O  8.9176  4.2306  15.283
O  0.3561  -0.2107  25.5688
O  3.5294  3.6785  26.014
O  4.298  10.3902  15.4788
O  7.9609  10.0101  27.0017
O  1.8497  0.8938  15.9039
O  4.4775  8.7138  22.0992
O  -4.2207  6.5431  29.7059
O  6.539  21.4891  11.1972
O  12.3546  13.3847  30.5165
O  13.5838  24.4184  30.4565
O  0.9967  4.918  11.6272
O  5.0236  6.9689  12.9977
O  14.9491  5.8073  11.3275
O  10.5309  -1.8833  30.0474
O  17.7942  -9.1032  29.1731
O  2.3234  -13.0054  10.9468
O  12.1149  12.3687  28.0697
O  3.0414  16.2052  11.44

Results
free energy: -220814.299 eV
free energy less fixed offsets of O -568.88, Si -635.61 eV per atom: -2.299 eV

Forces (eV/angstrom), in the order of the atoms: element, x, y, z
Si  -0.027  -0.0051  0.0251
Si  0.028  0.0073  -0.0001
Si  -0.0058  -0.0047  -0.0154
Si  0.0034  0.0171  -0.0232
Si  0.0101  -0.0077  0.0164
Si  -0.012  -0.0151  -0.017
Si  0.0108  -0.0014  0.0161
Si  -0.0182  -0.0014  0.0104
Si  0.0131  -0.0132  0.0033
Si  -0.0018  -0.0056  0.0168
Si  -0.0015  0.0429  -0.0082
Si  0.01  0.0034  0.0268
Si  0.0187  0.0234  -0.0249
Si  0.0135  -0.0346  0.0157
Si  -0.0409  0.024  -0.0009
Si  0.0281  0.0188  -0.0039
Si  -0.041  -0.0029  -0.0022
Si  0.0508  0.0384  0.01
Si  -0.0201  -0.0514  0.0138
Si  -0.0038  -0.0013  -0.0042
Si  -0.0208  -0.0212  -0.0019
Si  0.0155  0.0082  -0.0083
Si  0.0107  -0.0308  -0.0109
Si  -0.0372  -0.0212  -0.0182
Si  0.0514  0.1135  0.0761
Si  0.0331  -0.0776  -0.2833
Si  -0.1013  0.07  -0.0627
Si  0.0664  0.0546  0.0299
Si  -0.0781  0.019  -0.0174
Si  0.1067  0.1272  -0.1593
Si  -0.0395  -0.1361  -0.0307
Si  -0.0065  -0.0112  0.1083
Si  -0.0842  -0.076  0.056
Si  0.0183  0.0519  -0.0281
Si  0.0302  -0.021  0.0378
Si  -0.1056  -0.0001  0.0203
Si  0.0081  -0.0502  -0.1884
Si  -0.0224  0.1402  -0.0436
Si  0.078  0.1222  -0.0064
Si  -0.0666  0.0227  0.2995
Si  0.2235  0.0103  -0.138
Si  -0.2286  0.0332  -0.2756
Si  -0.0265  0.0704  0.044
Si  0.0587  0.0271  -0.0037
Si  0.1224  -0.145  -0.1308
Si  -0.1056  -0.1112  0.018
Si  -0.0296  -0.0291  0.391
Si  0.1071  -0.1789  0.0225
Si  0.0064  -0.017  0.0138
Si  0.0009  0.0724  0.0115
Si  0.0212  0.0607  0.0075
Si  -0.0213  0.0187  -0.0163
Si  0.0884  0.0091  0.0075
Si  -0.1034  0.007  0.0156
Si  -0.0033  0.0306  -0.008
Si  0.0118  0.0159  0.0045
Si  0.0544  -0.0522  0.0013
Si  -0.0421  -0.0256  0.0118
Si  -0.018  0.0066  -0.0148
Si  0.0432  -0.0622  0.0029
Si  0.0272  0.0108  -0.0364
Si  -0.0239  -0.0096  -0.008
Si  0.0039  0.0072  0.0354
Si  -0.0062  -0.0224  0.0049
Si  -0.0117  0.0054  -0.0135
Si  0.0123  0.0179  0.0063
Si  -0.0088  0.0013  0.0283
Si  0.018  0.0035  0.0096
Si  -0.0125  0.0218  -0.0093
Si  0.0063  0.0027  -0.0219
Si  -0.0023  -0.045  -0.013
Si  -0.0122  -0.0043  -0.031
Si  0.0047  -0.0084  -0.0085
Si  0.0035  -0.0033  -0.0137
Si  -0.0153  -0.0021  -0.0147
Si  -0.0075  -0.0041  -0.0107
Si  -0.0053  -0.0084  -0.0112
Si  -0.008  0.0149  -0.0028
Si  0.0052  0.0124  -0.0068
Si  0.0071  0.0025  -0.0145
Si  -0.0106  -0.0282  0.0007
Si  -0.0089  0.0281  -0.0164
Si  0.0097  0.0073  -0.0172
Si  -0.0014  0.007  -0.0178
Si  0.0058  0.0033  0.013
Si  0.0165  0.0077  0.0091
Si  -0.0021  0.0074  0.0034
Si  -0.0023  -0.0053  0.003
Si  -0.0213  -0.0089  0.0071
Si  0.0089  -0.0066  -0.0092
Si  0.0105  0.0025  0.0068
Si  -0.0083  -0.0055  0.0135
Si  -0.0024  0.005  0.0046
Si  -0.0002  -0.0339  -0.0034
Si  0.0065  -0.0065  -0.0003
Si  0.0033  -0.0082  0.0051
Si  0.0042  -0.0009  -0.0094
Si  -0.0036  -0.0021  -0.0042
Si  0.0013  -0.0031  0.0002
Si  0.0064  0.0046  0.0015
Si  0.005  -0.0044  0.0045
Si  0.0002  -0.0023  0.0032
Si  0.0006  -0.0005  -0.003
Si  0.0011  -0.0025  -0.0053
Si  -0.0021  0.0007  -0.0029
Si  0.0058  0.0024  0.0035
Si  -0.0027  -0.0013  0.0016
Si  -0.0038  0.0042  0.0009
Si  -0.0011  0.0055  0.0037
Si  0.0011  -0.0011  0.0009
Si  0  -0.0006  0.0062
Si  -0.0046  0.0011  0.0016
Si  -0.005  -0.0023  0.0017
Si  0.0035  -0.0014  -0.0001
Si  -0.003  -0.0004  -0.0013
Si  -0.0011  0.0072  0.0075
Si  0.0011  0.0012  0.0028
Si  -0.0008  -0.0067  -0.003
Si  0.0055  0.0012  -0.0006
Si  -0.0035  -0.0018  0.0026
Si  0.0003  0.0005  0.0027
Si  -0.0009  -0.0022  0.0028
Si  0.0002  -0.0017  0.0002
Si  -0.0001  -0.0021  0.0025
Si  -0.0015  -0.0021  0.0034
Si  -0.0002  0.0014  0.0056
Si  0.002  -0.0019  0.0013
Si  0.0014  -0.0002  0.001
Si  0.0019  -0.0025  0.0037
Si  0.0004  -0.0001  0.0054
Si  -0.0022  0.0019  0.0027
Si  0.0005  0.0012  0.0016
Si  0  0.0013  -0.0009
Si  0.0016  0.001  -0.0011
Si  0.0035  0.0014  -0.0015
Si  0.0005  0  -0.004
Si  0.0016  0.0028  -0.0041
Si  0.0021  0.0006  0.0046
Si  0.0025  0.002  -0.001
Si  0.0024  -0.0001  -0.0025
Si  -0.0018  -0.0015  -0.003
Si  0.0017  0.0006  -0.0009
Si  -0.0008  -0.0003  -0.0015
Si  0.001  0.001  -0.0029
Si  -0.0031  0.005  0.0009
Si  0.0048  0.0007  -0.0006
Si  -0.0023  0.0012  0.0075
Si  0.0033  0.0001  -0.0017
Si  0.0082  -0.0034  0.0063
Si  -0.0027  -0.0013  -0.0003
Si  -0.0051  0.0009  0.0035
Si  -0.0032  0.0023  -0.0038
Si  0.0016  0.0007  0.0006
Si  -0.0013  -0.0067  0.0034
Si  -0.0037  -0.0009  -0.0008
Si  0.0019  -0.0002  0.0089
Si  -0.0081  -0.0038  0.0018
Si  -0.004  0.0007  0.0043
Si  -0.0003  0.004  0.0025
Si  -0.0001  -0.0042  0.0024
Si  0.0033  -0.001  -0.0083
Si  0.003  0  0.0042
Si  0.0002  0.0023  0.0087
Si  -0.006  0.0075  0.0051
Si  0.0012  -0.0003  -0.0023
Si  0  -0.0019  0.0024
Si  0.0009  -0.0007  0.0015
Si  0.0029  -0.0019  0.0016
Si  -0.001  0.0044  0.0354
Si  -0.0133  0.0032  -0.0007
Si  -0.0037  0.0063  -0.0064
Si  -0.0224  -0.0043  0.018
Si  0.0102  -0.009  0.0008
Si  0.0019  0.0218  0.0022
Si  0.0081  0.0105  -0.0079
Si  -0.0007  0.0088  -0.007
Si  0.0251  0.0072  -0.0074
Si  0.0054  0.0231  0.0066
Si  0.0003  0.0043  -0.0077
Si  0.0028  -0.0004  -0.0041
Si  0.0135  -0.0275  0.0102
Si  0.0093  -0.0071  0.0161
Si  -0.0108  0.0171  -0.0088
Si  0.0108  -0.008  -0.0092
Si  -0.0214  0.0006  0.0096
Si  -0.0064  -0.0013  0.0188
Si  -0.0028  -0.0179  -0.0007
Si  -0.0115  0.0038  0.0154
Si  -0.0064  0  0.0093
Si  -0.0089  -0.0063  0.0165
Si  0.0093  -0.01  0.0041
Si  0.0043  0.0035  0.0101
O  0.0036  0.0007  -0.0042
O  0.0022  -0.0124  -0.0031
O  0.0082  -0.0112  0.0225
O  0.008  0.0029  -0.0227
O  0.0181  -0.0003  -0.0071
O  -0.0035  0.0027  -0.0083
O  -0.0021  0.0041  -0.0074
O  -0.003  -0.0047  0.0034
O  -0.0071  0.0048  0.0012
O  0.0049  -0.0022  -0.0069
O  -0.0026  -0.0088  -0.0343
O  -0.0058  0.002  -0.0226
O  -0.0035  0.0014  0.0067
O  -0.0037  -0.0007  0.0032
O  0.0109  -0.0062  0.0214
O  -0.002  -0.004  0.0127
O  0.0032  0.0038  0.0162
O  0.0034  0.0068  -0.0011
O  0.0026  -0.0062  0.021
O  -0.0013  0.0005  0.0034
O  -0.002  -0.0007  0.0263
O  0.006  -0.0039  0.0112
O  0.0012  -0.0011  0.0088
O  -0.002  0.0026  0.0116
Si  -0.0014  0.0002  0.0073
Si  0.003  0.0053  0.0041
Si  0.0035  0.0008  -0.0005
Si  -0.0002  0.0035  -0.0021
Si  0.0099  0.0105  -0.0096
Si  -0.0053  0.002  -0.0018
Si  0.0046  0.0073  -0.0077
Si  -0.0017  0.0014  0.0058
Si  -0.003  0.0006  0.0077
Si  -0.0018  -0.0021  -0.0041
Si  -0.0007  -0.0029  -0.001
Si  -0.004  -0.0085  0.0094
Si  -0.0018  -0.0016  -0.0039
Si  -0.0113  0.0018  0.0028
Si  -0.0017  -0.0006  -0.0045
Si  0.0027  0.002  -0.0036
Si  -0.0419  -0.0226  -0.0006
Si  -0.0011  -0.001  0.0018
Si  0.0054  -0.0047  0.0099
Si  0.0008  0.0005  0.0016
Si  -0.0026  -0.0012  0.0043
Si  0.0004  0.0014  0.0047
Si  0.0018  0.0097  -0.0061
Si  0.0016  0.0015  0.0041
Si  0.0053  0.0179  -0.0067
Si  -0.0006  -0.0005  0.0026
Si  -0.0023  0.0007  0.0015
Si  0.0013  -0.0005  -0.0036
Si  0.0009  -0.0028  -0.0016
Si  -0.0009  -0.0007  0.0012
Si  0.0003  0.0007  0.0011
Si  -0.0004  0.0002  0.0015
Si  0.0009  -0.0075  -0.0016
Si  0.0004  0.0117  0.0001
Si  0.0065  -0.0078  0.0033
Si  0.0024  0.0006  -0.0023
Si  -0.0023  -0.0008  -0.0041
Si  0.0001  0  0.0023
Si  0.0002  -0.0012  -0.0048
Si  0.0023  0.0037  0.0073
Si  -0.0023  0.0044  -0.0046
Si  0.001  -0.0009  0.0051
Si  -0.0007  -0.001  0.0041
Si  -0.0049  -0.0094  0.0018
Si  0.0019  -0.0023  -0.0056
Si  -0.0007  0.0009  0.0036
Si  -0.0009  0.0013  -0.0029
Si  0.0073  -0.0107  0.0022
O  0.0009  0.0007  0.0014
O  0.0376  -0.0131  -0.0189
O  0.0016  0.0015  0.0037
O  -0.001  0.0035  0.0001
O  -0.0016  -0.0014  -0.0003
O  -0.0033  0.0023  0.0037
O  -0.0003  -0.0017  0.0004
O  -0.0013  -0.0005  0.002
O  0.0017  -0.0112  -0.0091
O  0.0005  -0.0011  0.0011
O  -0.0026  -0.0024  -0.0209
O  -0.001  -0.0003  0.0005
O  0.0012  0.0006  0.0015
O  -0.0001  0.0009  0.0028
O  0.0027  0.0001  -0.0024
O  -0.0203  0.0146  0.0074
O  -0.0014  0.001  0.0082
O  -0.0024  -0.0001  0.0007
O  0.0001  0.0002  0.0026
O  -0.0002  -0.0007  0.0014
O  -0.002  0.0041  0.0004
O  0.0006  0.0034  -0.0004
O  -0.0017  0.0006  -0.0014
O  -0.0103  0.0061  0.0004
O  -0.0094  -0.0005  0.0102
O  0.0014  -0.0007  0.0019
O  -0.001  -0.0014  0
O  -0.0024  -0.0018  0.0004
O  -0.0081  0.0001  -0.0017
O  -0.0007  0.001  -0.0004
O  0  -0.0002  -0.0023
O  -0.0011  -0.0018  0.0022
O  0.0013  -0.0009  -0.0085
O  0.0014  -0.0002  0.0016
O  -0.0091  0.0046  0.0066
O  0.0004  0.0015  0.0033
O  0.0035  -0.0059  0.0045
O  0.0001  -0.0002  0
O  0.0003  0.0002  -0.0012
O  -0.0003  0.0006  -0.0016
O  -0.0047  -0.0032  0.0042
O  0.0205  -0.0042  0.0121
O  0  -0.0013  0.0024
O  -0.0016  0.0083  0.0078
O  0.0033  -0.0002  -0.0033
O  0.0016  -0.0076  0.0007
O  0.006  -0.0003  0.0097
O  0.0003  -0.0012  0.0013
O  0.0047  0.0014  0.0009
O  -0.0161  0.0074  -0.0158
O  -0.002  -0.0034  -0.0017
O  0.0068  0.0078  0.0159
O  -0.001  -0.0012  0.0018
O  -0.0005  -0.0015  0.0071
O  -0.0004  -0.0003  0.0006
O  -0.0013  -0.0012  0.0029
O  0.0032  -0.0036  0.0045
O  0.0018  -0.0013  0.0074
O  0.0041  -0.0032  0.0072
O  -0.0005  -0.0004  0.0003
O  -0.0009  0.0007  0.0001
O  0.001  -0.0013  0.0023
O  -0.0007  -0.0003  -0.0002
O  -0.0027  -0.0013  0.0001
O  0.0011  0.0004  -0.0005
O  -0.0031  -0.0017  -0.0007
O  -0.0019  -0.0016  -0.0013
O  0.0041  0.001  0.0033
O  0.0012  -0.0009  0.0005
O  0.0004  0.0001  0.0037
O  -0.0001  0.0002  0.0031
O  0.0005  0.002  -0.0001
O  -0.0007  0.0013  -0.0007
O  -0.0018  -0.0012  0.0019
O  -0.0073  0.0049  -0.0065
O  -0.0023  -0.0015  0.0023
O  0.0008  -0.0005  -0.0024
O  0.0053  -0.0003  0.0001
O  0.0007  -0.0001  0.0002
O  -0.0026  -0.0029  0.0039
O  -0.001  -0.0026  0.0023
O  -0.005  -0.0006  0.001
O  0.0026  0.0027  -0.0009
O  -0.0007  -0.0017  0.0004
O  0.0096  0.013  0.0049
O  -0.0134  -0.0103  -0.0033
O  0.0009  0.0036  0.0013
O  0.0036  -0.01  0.0076
O  0.0105  0.0066  -0.009
O  0.0052  0.0069  0.0022
O  0.0052  -0.0037  0.0025
O  -0.0116  0.0049  0.0038
O  -0.0039  -0.0041  0.0111
O  -0.0129  0.0126  0.0028
O  -0.0037  0.0057  0.0026
O  0.0049  -0.0081  -0.0047

The program warned: the cutoff lies below the one the program advises for these potential files; the forces do not sum to zero within the program's tolerance; the exchange-correlation potential is rough where the density is thin.
